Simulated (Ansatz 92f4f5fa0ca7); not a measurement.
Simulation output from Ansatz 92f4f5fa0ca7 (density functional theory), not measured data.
Periodic cell of 256 atoms, Si144O112, from a study of silicon, its oxide and their interface. The atomic structure is a simulated model.
This geometry differs little from another in the collection (a relaxation step or a small displacement).

Settings: functional r2SCAN; potential files Ansatz PAW; basis plane waves; wave-function cutoff 800 eV; density cutoff ratio 5; exchange-correlation grid ratio 1; k mesh 1 x 1 x 1, shifted by 0.5 0.5 0 of a step; self-consistency stop 1e-10 eV per atom in the density residual; occupations fixed; spin none; net charge 0.

Cell vectors (angstrom)
a 10.88 0 0
b 0 10.88 0
c -2.624 -4.872 36.0009

Atoms and the computed forces on them: element, x, y, z (angstrom), force x, y, z (eV/angstrom)
Si 1.0806 -1.0712 -0.1206 0.0053 -0.0034 -0.0641
Si 4.0562 1.4699 -0.0728 0.0002 0.0014 -0.0511
Si 0.8458 4.6716 0.0174 0.0056 -0.0054 -0.0384
Si 4.5259 -4.4098 0.1546 0.0057 0.0053 -0.0478
Si -3.5348 -1.8715 0.0447 -0.0072 0.0011 -0.0463
Si -1.1617 1.1611 0.0102 -0.0004 0.0026 -0.037
Si 6.5815 4.0727 0.398 0.0017 -0.0033 -0.0424
Si -1.3836 -4.075 0.4206 0.0044 0.0007 -0.0225
Si 2.6736 0.0651 1.2203 0.0024 -0.0013 0.0075
Si 5.3333 2.5869 1.5788 0.0001 0.0001 0.0029
Si 2.6652 -5.3514 1.3086 -0.0023 0.0027 0.0044
Si 5.5936 -2.76 1.3884 0.0019 0.0019 -0.0015
Si -2.6551 -0.0789 1.3436 0.0008 -0.0012 0.0065
Si -0.0528 2.8314 1.2694 -0.003 0.0011 -0.002
Si 8.1259 5.3658 1.5966 -0.0003 -0.0016 0.0033
Si 0.0781 -2.6129 1.4386 0.0011 -0.001 0.0031
Si 1.3391 1.4327 2.6423 0.0017 0.0015 0.0037
Si 3.9512 4.0821 2.7518 -0.002 0 -0.0007
Si 1.4317 -3.9955 2.7593 0.0005 -0.0015 -0.001
Si 4.1083 -1.3253 2.5899 0.001 0.0014 -0.0063
Si 6.8274 1.2443 2.7493 0.0001 -0.0024 0.0009
Si 9.5336 4.0197 2.8292 0.0066 -0.003 0.0047
Si 6.7928 6.7815 2.8882 -0.0007 0.0044 -0.0026
Si -1.3156 -1.3203 2.8104 -0.0022 0.0006 0.0025
Si 0.0247 0.0788 4.0902 -0.0008 0.0018 -0.0018
Si 2.6592 2.7198 4.1126 -0.0029 0.0008 0.0021
Si 0.044 -5.4194 4.0798 -0.0009 0.0006 -0.0023
Si 2.7934 -2.6546 4.0705 -0.0003 -0.0021 -0.0004
Si 5.4383 -0.0567 4.0782 0.0008 -0.0019 -0.0011
Si 8.151 2.6522 4.1192 0.0021 -0.0014 0.0025
Si 5.3663 5.4149 4.1236 -0.0028 -0.0001 0.0049
Si 8.1958 -2.7113 4.152 -0.0006 -0.0009 0.0043
Si 1.3408 -1.3495 10.8865 -0.0009 0.0021 -0.0003
Si 4.0743 1.3755 10.8699 -0.0001 -0.0017 -0.0022
Si 1.3371 4.0836 10.8191 -0.0003 0.0001 0.0024
Si 4.128 -4.087 10.8341 0.0008 -0.0006 0.002
Si 6.7964 -1.3915 10.812 -0.002 -0.0005 0.0023
Si -1.3272 1.3637 10.8379 -0.0004 -0.0001 0.0016
Si 6.8151 4.1153 10.9243 -0.0008 0.0019 0.0015
Si -1.3854 -4.0941 10.9188 0.001 -0.0002 0.002
Si 2.7039 0.0242 12.221 0.0011 0.0029 0.0049
Si 5.4345 2.7421 12.2243 -0.0015 0.0023 0.0032
Si 2.7507 5.4098 12.1204 -0.0015 -0.0011 0.0046
Si 5.4769 -2.7394 12.2159 0.001 -0.001 0.0058
Si -2.6974 -0.0422 12.1107 -0.0008 -0.0008 0.0018
Si -0.0113 2.7557 12.2145 0.0011 0.002 0.0045
Si 8.1588 5.456 12.3542 -0.0026 0.0002 -0.0007
Si -0.0238 -2.7231 12.2435 -0.0009 -0.0006 0.0014
Si 1.389 1.4264 13.5716 0.0009 0.0005 -0.0056
Si 4.0672 4.0941 13.5758 -0.0013 -0.0029 -0.0052
Si 1.3998 -4.1231 13.466 -0.0002 0.0015 -0.0007
Si 4.0582 -1.375 13.5152 0.0001 -0.0015 -0.0009
Si -4.0478 1.3241 13.4352 -0.0003 0.003 0.0035
Si -1.3701 4.0508 13.6907 -0.0008 -0.0014 -0.0025
Si 6.8132 -4.0295 13.7254 0.0001 0.0022 0.0019
Si -1.404 -1.3613 13.5795 -0.0021 -0.0019 -0.0049
Si -0.2393 0.2665 14.7557 0.0055 -0.0069 0.0488
Si 2.5465 2.9602 14.9686 0.0038 -0.0028 0.0457
Si 0.3484 -5.6856 14.8324 -0.0062 0.012 0.0524
Si 2.9021 -2.9531 14.8077 -0.0089 0.0047 0.043
Si 5.6382 -0.1778 14.729 -0.0063 0.008 0.0442
Si -2.5475 2.3596 14.8877 -0.0122 0.001 0.047
Si 5.1134 5.7202 14.8909 0.0085 -0.0098 0.0489
Si -2.9958 -2.3447 15.0425 0.0048 -0.0017 0.0638
Si 2.2425 5.151 -8.0288 -0.0013 0.0097 -0.0339
Si 3.8902 1.0893 17.025 0.004 -0.0096 0.1018
Si 1.6685 4.0395 24.7698 -0.0023 0.0074 0.0136
Si 5.473 2.0818 -5.2029 0.0051 -0.0081 -0.0763
Si 7.0447 0.9946 24.766 -0.0094 0.0055 0.0048
Si 3.0897 2.9772 -9.5571 0.0047 0.008 -0.0126
Si 5.8551 -0.2286 -2.0853 -0.0134 0.0015 -0.1041
Si 4.7798 -2.1568 21.0062 -0.0011 -0.0015 0.0547
Si 0.8789 4.8694 20.0393 0.0075 -0.0051 0.0834
Si 5.446 0.5857 19.6427 0.0076 -0.0173 0.0946
Si 1.5498 -1.1925 -3.2094 -0.0113 0.0097 -0.1035
Si -2.3761 0.939 19.5627 0.001 -0.0183 0.072
Si 0.7557 -0.154 22.1643 0.0006 -0.0008 0.0601
Si 1.5947 -1.0816 16.9116 -0.0018 0.002 0.1036
Si 7.6665 0.1652 -6.311 0.0099 0.0003 -0.0667
Si -0.8302 -1.6286 -5.1798 -0.0101 -0.005 -0.0808
Si 4.308 -2.2056 -4.1368 0.0021 -0.0029 -0.0872
Si 5.8735 5.3715 17.8391 -0.0097 0.0139 0.1027
Si -0.6411 -4.5618 -8.2289 0.0116 0.0006 -0.033
Si 1.215 -2.6991 23.6416 0.0088 -0.0026 0.0292
Si 5.2935 4.8493 22.5943 0.0078 -0.0046 0.0454
Si 7.3085 4.0456 24.3663 -0.0008 -0.0011 0.015
Si 3.0607 2.4974 -6.8759 -0.0063 0.0224 -0.0692
Si -2.2255 0.0871 22.3068 0.0058 -0.0043 0.0468
Si 8.1522 -3.3168 18.0083 -0.0046 -0.0003 0.1061
Si 1.5183 -1.0547 -10.3813 -0.0029 -0.0003 -0.011
Si 5.9816 -2.3911 -6.6881 0.0136 -0.0088 -0.0676
Si -0.668 -5.4027 17.5812 0.001 -0.0063 0.1054
Si -0.8 0.2974 -9.7524 0.0017 -0.0019 -0.0187
Si 7.6731 -2.4879 20.8681 -0.0081 0.0018 0.0756
Si 4.7031 -4.0223 -8.9695 -0.0066 -0.0103 -0.0267
Si 4.248 2.0843 21.9729 -0.0152 0.0067 0.0529
Si -0.6044 -3.62 21.3134 0.0079 0.0019 0.0642
Si 3.5902 -4.5491 24.6945 -0.0041 -0.0027 0.0098
Si -2.5282 -4.2408 -5.8003 0.0068 0.0141 -0.0629
Si 3.8843 -4.8711 20.1071 -0.0069 0.0081 0.087
Si 0.0888 -1.0436 19.5568 -0.0111 0.0074 0.0987
Si 7.727 2.2744 -2.0166 -0.0081 0.0076 -0.0965
Si 4.4741 -0.4328 23.6237 0.0018 0.0076 0.0289
Si 7.7917 1.8362 -8.9979 0.0006 0.0046 -0.0373
Si 2.7062 1.5702 -4.1812 0.0115 -0.0065 -0.0829
Si 1.4948 2.752 21.9278 0.009 -0.0034 0.0481
Si 4.791 -4.8419 -2.6915 0.0179 -0.0045 -0.0862
Si 0.1551 -1.6588 -7.939 -0.0004 0.0025 -0.0557
Si 7.9711 3.3234 17.6871 0.0083 0.0006 0.0983
Si 7.0985 4.4354 -3.9385 0.0053 0.0104 -0.0842
Si 5.995 4.1231 -9.5756 -0.0007 -0.0018 -0.0133
Si 2.7456 3.6574 -2.121 0.0081 -0.0017 -0.0979
Si 1.3944 -1.315 5.411 -0.0008 -0.0011 -0.0033
Si 4.0861 1.3539 5.4096 0.0008 0.0003 -0.0005
Si 1.3452 -6.7846 5.4824 0.0002 -0.0009 -0.0005
Si 4.0701 -4.057 5.4736 -0.0011 0.0003 -0.0002
Si 6.794 -1.3751 5.4807 -0.0007 0.002 -0.0003
Si 9.5239 1.3567 5.4953 -0.0006 -0.0007 -0.001
Si 6.7759 4.0479 5.4295 -0.0002 -0.0003 0.0025
Si 9.5603 6.7933 5.4587 0.0004 0.001 0.0048
Si 2.7392 0.0115 6.7869 -0.0004 -0.0006 -0.0009
Si 5.432 2.7031 6.7982 0.0012 0.0013 -0.0005
Si 2.7124 -5.4212 6.8286 0.0007 0.0012 -0.0006
Si 5.4454 -2.731 6.8347 -0.0009 0.0005 0.0008
Si 8.1542 -0.0051 6.8331 0.0006 0.0008 0.0002
Si -0.0164 2.7405 6.8342 0.0002 -0.0012 0.0001
Si 8.1633 5.419 6.7656 0.0011 0.0011 0.0039
Si 0.0369 -2.6962 6.7817 0.0005 0.0003 -0.0001
Si 1.3739 1.3603 8.1347 0.0003 0.0003 0.0005
Si 4.0881 4.0787 8.1543 0 -0.0007 0.0007
Si 1.3567 -4.0534 8.1771 0.0007 0.0017 0.001
Si 4.0739 -1.3498 8.1614 -0.001 -0.0007 -0.0004
Si 6.7968 1.3723 8.1779 0.0006 0.0007 0.0009
Si -1.3826 4.0935 8.1728 -0.0018 0.0001 0.0018
Si 6.8233 -4.1077 8.1356 0.0001 0.0005 0.002
Si 9.5319 -1.3763 8.1543 -0.0003 -0.0006 0.0006
Si 0.0175 0.0002 9.4871 -0.0002 0.0002 -0.0004
Si 2.7136 2.7178 9.4964 0.0004 0 -0.0001
Si -0.0282 -5.4117 9.514 -0.0004 -0.001 0.0015
Si 2.7265 -2.7051 9.5368 0.0005 0.0006 -0.0009
Si 5.43 0.0062 9.5135 0.0001 0.0002 0.001
Si 8.1526 2.7406 9.5442 0.001 0.0011 -0.0005
Si 5.4766 5.426 9.4987 -0.0005 -0.0001 0.0013
Si 8.1735 -2.7575 9.4982 -0.0013 -0.0001 0.0009
O 5.5591 5.0281 16.2948 -0.0172 0.0036 -0.0761
O -2.2077 -3.5658 21.5409 -0.0017 0.0048 -0.0255
O 4.9426 5.2855 21.0937 -0.0103 0.0107 -0.0432
O 0.0523 -1.4101 -3.8289 0.0306 0.0038 0.0498
O -0.0286 0.081 -0.4513 -0.0023 0.0041 0.0276
O 0.4242 -0.3891 16.0737 -0.0208 0.0173 -0.0563
O 4.6483 2.2851 -6.588 0.0133 -0.0029 0.0358
O 3.7204 -3.2817 20.4876 -0.0014 -0.0083 -0.0245
O -0.3406 -5.1124 -0.3632 -0.0059 0.0013 0.0192
O -2.6145 0.6546 23.7578 0.0049 -0.0053 -0.0212
O 3.8426 0.8988 22.985 -0.0001 0.0058 -0.0162
O 5.4972 5.1773 -0.1035 0.0034 -0.0093 0.0265
O 3.4372 2.6244 -1.066 0.0131 -0.0225 0.0571
O 1.4175 4.0722 15.3822 0.0048 -0.0038 -0.0213
O -1.3586 1.3178 15.3192 0.0013 0.0005 -0.0287
O 5.3829 1.5594 20.9492 0.009 -0.0126 -0.0486
O 6.0507 3.5475 -4.8143 0.0126 0.0154 0.0409
O -2.217 2.2985 18.7196 -0.0107 0.0314 -0.0468
O 6.261 5.3624 -2.8934 -0.0142 0.0105 0.0373
O 2.0099 0.3454 -3.4186 -0.0028 -0.0118 0.0332
O 6.6964 2.5654 24.5909 -0.0001 -0.0019 -0.0037
O 2.1473 4.2934 -9.4139 0.0009 -0.001 0.012
O 0.314 -1.7114 -6.3431 -0.0052 0.0025 0.045
O 5.5755 -1.084 -10.8408 0.0007 0.0004 -0.0032
O 2.9693 2.381 -11.0185 0.0016 0.0023 -0.0053
O 7.002 0.4028 19.2375 0.0009 0.0009 -0.0292
O 5.8877 -0.0127 24.2786 -0.0038 -0.0029 -0.0068
O -0.2863 -2.3991 20.3241 -0.0003 0.0157 -0.0335
O 2.1868 -2.3652 16.1477 0.0153 -0.0196 -0.0545
O 2.2525 1.6741 -5.7385 0.0002 -0.0124 0.0521
O 2.661 4.0875 -6.8596 0.0058 -0.0141 0.0261
O 5.0241 0.5949 16.0086 0.0213 -0.0169 -0.054
O 6.7067 -1.2531 15.3285 -0.0037 0.0022 -0.0289
O 4.0163 -4.0254 15.3342 -0.0037 0.0049 -0.0291
O -0.9274 -5.276 -9.6592 0.0008 0.0003 0.0107
O -0.7695 -0.5709 22.4771 -0.0041 0.0027 -0.0184
O 1.4303 4.2791 -1.442 -0.0176 0.011 0.0548
O -1.6124 1.691 -9.7049 -0.0015 0.0003 0.0064
O 8.0665 5.3964 -4.8052 -0.0134 -0.0265 0.0462
O 3.1889 2.4076 16.3825 -0.0172 0.0185 -0.048
O -0.1874 -5.0361 20.7225 0.0054 -0.01 -0.0285
O 6.7768 1.0369 -9.9736 0.0037 0.0063 0.0022
O 0.921 1.3904 22.5835 -0.0021 -0.0027 -0.0162
O 4.6399 -3.7723 -3.8895 0.0026 -0.0184 0.0505
O 4.7153 -4.8958 23.5896 0.0029 -0.0041 -0.0172
O 2.219 2.8984 -3.4314 -0.0005 0.0242 0.0562
O 3.3947 -4.6104 -8.2161 -0.0014 -0.0009 0.01
O 0.5217 4.8421 18.4651 -0.0209 0.0052 -0.0622
O 0.23 -3.4973 22.6713 -0.0139 -0.0028 -0.0308
O 1.6233 -1.267 22.9612 -0.0053 0.0062 -0.0136
O -1.7862 1.6686 -1.416 0.0151 -0.0087 0.0439
O 1.6577 3.7641 23.1787 -0.0028 -0.0078 -0.0254
O 5.3237 -2.8413 -8.0809 0.0085 0.012 0.0295
O 0.7152 0.3789 -10.3651 0 -0.0004 0.0045
O -2.4521 -2.6449 16.5609 -0.0027 0.0125 -0.0798
O 4.4534 -3.8941 -1.4015 -0.006 0.0071 0.0641
O -1.5661 -0.8803 -10.5808 0.0011 0.0006 0.0006
O 7.0386 3.1586 -0.8617 -0.0143 0.0216 0.0588
O 4.8205 -0.8781 19.998 0.0001 0.0173 -0.0359
O 3.0234 -1.0157 -10.8892 0.0023 -0.0024 -0.0038
O 4.5521 -1.6031 22.5128 0.0021 -0.0084 -0.0298
O -0.6648 -2.9582 -8.4461 0.0014 -0.0005 0.0165
O -1.7654 -4.8633 -7.1015 -0.014 0.0037 0.0314
O 7.956 1.1966 -7.5265 -0.0061 -0.0122 0.0356
O 0.9225 -1.5365 18.289 0.0253 -0.0003 -0.0665
O 7.9617 -2.3187 19.2705 0.004 -0.0133 -0.064
O 4.7984 0.3458 -1.0029 -0.0198 0.0182 0.0477
O 2.5161 -3.5823 23.9694 -0.0045 0.0023 -0.0062
O -0.6726 -0.3006 -8.2478 0.0008 -0.0068 0.0186
O 6.8158 -4.2043 17.9029 0.0001 -0.0023 -0.028
O 6.8443 -1.2992 -1.3904 0.0205 -0.0181 0.0505
O 2.6963 1.9417 -8.361 -0.001 -0.0062 0.0245
O 4.5089 -5.1665 18.6385 0.0276 -0.0088 -0.0559
O -1.907 -0.4169 -5.4914 0.0105 -0.0039 0.0263
O 2.4086 5.3635 20.2318 -0.0015 -0.0015 -0.0248
O 2.8991 2.4505 21.1791 0.0014 -0.0013 -0.0189
O 4.6166 3.3862 -9.217 -0.0028 -0.0019 0.0077
O 2.7726 -0.0428 17.2183 -0.0008 0.0014 -0.0364
O 6.7099 4.0804 18.387 0.0047 -0.0007 -0.0274
O 0.6241 3.4329 20.7528 -0.0064 0.0151 -0.0345
O -0.1158 -4.8616 16.167 0.0145 -0.0032 -0.0731
O -1.4184 -4.2024 18.3508 0.0019 -0.0039 -0.0402
O 5.0867 -1.0959 -3.2233 0.0228 0.0229 0.0556
O 7.7154 -1.0905 21.6997 -0.0022 -0.0088 -0.027
O 6.914 -1.106 -6.9555 -0.0006 0.0018 0.0194
O 6.1807 3.9446 -11.1629 -0.0009 0 -0.005
O 6.6609 0.9876 -5.3322 -0.0136 0.0132 0.029
O -1.622 -3.0551 -5.1309 0.0038 0.0058 0.0255
O 7.2526 3.368 -8.8602 0.0016 -0.0022 0.0059
O 3.742 4.8109 -2.6398 -0.0129 -0.0077 0.031
O 1.5085 -1.6167 -8.8415 -0.0036 -0.0017 0.0158
O 4.3465 1.5421 -4.1371 -0.0104 -0.0034 0.0405
O 4.286 -3.3568 -10.3951 0.0022 0.0002 0.0043
O 2.6992 -2.0582 -3.9609 -0.0036 0.0058 0.0327
O 1.5409 -1.5769 -1.6209 -0.0069 -0.0001 0.0811
O 8.0343 3.3286 -3.2023 0.0074 -0.024 0.0504
O 4.8045 -1.9664 -5.6601 -0.0185 0.0032 0.0551
O 4.6515 3.38 22.8341 -0.0005 -0.0061 -0.0206
O 5.8278 -5.1927 -9.1746 0.0017 0.0013 0.0055
O 4.6031 1.3081 18.4619 -0.0271 0.0107 -0.0642
O 7.5178 2.6511 16.2831 0.0048 -0.0124 -0.0685
O 1.0493 -0.2109 20.5693 -0.0054 -0.0074 -0.0444
O -1.7707 4.3639 17.2385 -0.0011 0.0007 -0.0275
O 6.9061 -3.6093 -6.1595 0.0025 -0.0016 0.0216
O -1.9657 3.9921 24.6101 -0.0031 0.0013 -0.0032
O -2.2277 1.2443 21.1623 -0.0091 0.0041 -0.044
O 6.7592 1.0629 -2.5278 0.0065 -0.0047 0.0309
O 6.8751 4.6164 22.9034 -0.0056 0.0025 -0.0183
O 6.1615 -2.9959 21.012 0.0067 -0.0001 -0.0185
O 0.8204 -5.0403 -7.7048 0.0001 -0.0015 0.0077
O -2.4299 -3.0421 -0.3693 0.0039 -0.007 0.0162
O -1.2033 -0.1258 19.1712 0 0.0006 -0.03

Results
free energy: -155991.486 eV
free energy less fixed offsets of O -570.45, Si -639.56 eV per atom: -4.446 eV

The program warned: the cutoff lies below the one the program advises for these potential files; the forces do not sum to zero within the program's tolerance; empty levels may hold ghost states of the PAW files; the exchange-correlation potential is rough where the density is thin.
